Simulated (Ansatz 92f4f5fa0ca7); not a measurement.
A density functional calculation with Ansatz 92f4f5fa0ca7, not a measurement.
Periodic cell of 122 atoms, Si78O44, from a study of silicon, its oxide and their interface. The atomic structure is a simulated model.

Settings
functional: r2SCAN
potential files: Ansatz norm-conserving
basis: plane waves
wave-function cutoff: 1300 eV
density cutoff ratio: 4
exchange-correlation grid ratio: 1
k mesh: 2 x 2 x 1, shifted by 0.5 0.5 0.5 of a step
self-consistency stop: 5e-08 eV per atom in the density residual
occupations: Fermi-Dirac, 0.05 eV
spin: none
net charge: 0

Cell vectors (angstrom)
a 10.88 0 0
b 0 10.88 0
c 0 0 18.2761

Atoms and the computed forces on them: element, x, y, z (angstrom), force x, y, z (eV/angstrom)
Si 0.0304 0.95 -0.2717 -1.5576 -3.6849 -2.8668
Si 3.9586 3.6418 1.6506 -0.2209 1.7525 -1.3553
Si 0.003 5.9707 -0.1651 -1.5746 0.6649 1.3602
Si 3.2061 8.6506 -0.0728 2.5927 2.4516 -4.0903
Si 6.9645 2.0586 -1.345 -0.2092 1.8691 1.6714
Si 9.3342 2.6774 -0.7458 -2.1188 -0.956 -0.4005
Si 5.7114 6.6847 -0.8651 -2.031 -2.7924 1.5211
Si 8.4919 8.088 -0.3908 0.7022 0.586 1.356
Si 1.6872 1.4852 1.1445 1.4072 0.091 2.5326
Si 4.938 4.471 -0.5036 -0.5325 -0.3872 -0.2507
Si 1.3621 7.0749 1.5212 -1.1155 -0.3305 -2.3657
Si 4.3011 9.9141 1.528 1.7304 -0.2435 0.9051
Si 5.8888 0.9686 1.6149 1.9691 -0.9843 -1.491
Si 9.6435 4.1047 0.9891 0.5598 1.3681 0.5765
Si 6.9523 6.9881 1.1247 0.3957 -0.4662 0.5713
Si 9.3152 9.6408 1.3856 0.9713 -0.9023 -2.3518
Si 0.1922 2.8626 2.3756 0.0198 0.4724 0.9969
Si 2.6979 -0.0634 2.8406 -1.0386 0.0978 0.0571
Si -0.0791 8.0909 2.8519 -3.4282 -0.3236 -1.2549
Si 2.7811 5.6908 2.7303 0.3621 -1.6727 -1.6766
Si 5.2793 2.6984 3.256 1.2147 0.2632 -2.3887
Si 7.8747 0.0599 2.8728 -0.1783 0.0102 -0.9967
Si 5.7121 8.2072 2.8239 -1.498 -0.117 -1.4956
Si 8.1209 4.9834 2.611 1.2463 3.4027 -3.0071
Si 1.5371 4.2467 3.9793 -2.2864 0.138 0.0552
Si 4.0373 1.2704 4.3105 -1.5163 -1.2761 0.9075
Si 1.283 9.2013 4.0566 1.4142 2.7708 1.4408
Si 4.1981 6.7342 4.0786 0.8355 1.9199 -0.425
Si 6.9882 4.0059 4.1272 -1.9033 -1.497 1.9744
Si 9.4827 1.6502 3.6885 0.1567 -1.6789 0.9005
Si 6.9287 9.2988 4.3816 0.2517 1.7803 0.1988
Si 9.2645 6.7265 4.0674 1.3864 -1.1698 -0.2649
Si -0.2879 -0.146 5.0764 0.4509 1.5743 0.9192
Si 2.6075 2.7815 5.3392 1.3433 0.0906 1.3168
Si -0.0846 5.474 5.536 0.1494 -0.514 -1.8742
Si 2.7489 8.0166 5.459 -0.3305 0.0973 -0.4168
Si 5.4343 -0.0857 5.6414 0.2996 -0.9502 -0.4816
Si 8.2925 2.6133 5.5086 0.218 0.1875 -0.5076
Si 5.6432 5.5375 5.2881 0.2325 -0.5832 1.2801
Si 8.3889 8.0725 5.706 -0.9882 1.2343 0.6029
Si 1.0183 1.4557 6.4287 0.602 -1.6264 0.6886
Si 4.1488 4.2764 6.6937 -0.3647 -1.0557 -0.4521
Si 1.1658 6.8944 6.7965 1.4678 0.5499 0.4541
Si 3.8587 9.5455 6.8063 -0.1194 -0.2428 1.6449
Si 6.9222 1.206 6.8484 -0.1581 1.0236 1.6339
Si 9.6184 4.0098 6.829 -1.7016 -0.1607 0.9587
Si 6.777 6.9058 6.8726 0.3011 -1.4237 -0.2823
Si 9.4996 9.8234 7.109 0.4536 -0.264 -2.4223
Si -0.1096 2.4967 8.1377 0.3961 -0.5241 0.6416
Si 2.4194 0.1272 8.2191 -0.1586 0.3007 -0.7463
Si 0.3886 8.7453 7.9748 -0.5733 -1.1716 0.8511
Si 2.491 5.4115 8.0347 0.7509 -0.7641 1.2704
Si 5.5599 2.8675 8.1237 -0.4633 0.0048 -1.2841
Si 8.0635 -0.107 8.6467 -0.9386 1.0834 1.2256
Si 4.9497 7.7058 8.0975 1.6541 0.7084 0.5917
Si 8.2155 5.4066 8.2202 1.7635 1.7133 -1.3899
Si 1.337 3.812 9.4184 -1.2605 -0.09 0.2017
Si 3.6387 1.9357 9.098 1.6381 -0.2028 3.6967
Si 0.8914 9.9546 9.8438 1.4665 1.5953 1.8408
Si 4.326 5.8111 9.6117 -0.4797 0.9931 0.5093
Si 6.7475 4.3221 9.532 -1.3424 -0.3655 0.7586
Si 10.3225 0.9451 10.0454 1.4898 0.2991 0.0697
Si 6.8293 8.7883 9.2751 0.1203 -0.1231 1.4465
Si 9.7193 7.6798 9.3711 5.1273 -3.1208 -0.7531
Si 6.3003 0.5693 14.2509 -1.6612 -0.0594 0.402
Si 7.9021 8.5757 13.5117 -1.1681 2.2078 0.3299
Si 11.0391 2.5637 12.6615 -2.0331 -2.1669 3.9541
Si 12.6442 5.1544 13.2513 0.6169 0.4059 0.0034
Si 10.1154 6.9063 12.2704 -0.5535 0.0597 0.1624
Si 6.8836 7.9008 15.4974 -2.0692 0.1939 -3.8405
Si 9.3411 4.1628 11.293 0.0303 3.1825 1.67
Si 14.7578 6.8623 11.5792 0.1187 0.7148 1.1776
Si 15.771 11.562 11.8537 -1.2724 -1.3474 0.233
Si 2.1092 4.5139 16.1922 -0.1094 0.6953 -2.4136
Si 11.1905 2.1799 15.5911 3.6731 -1.5279 -2.3652
Si 13.5887 9.7382 12.4244 -0.483 -3.3562 -0.9378
Si 6.3292 8.6197 11.718 -1.1474 -0.0216 0.108
Si 14.9284 -1.4855 15.1733 -0.4163 0.8784 3.999
O 0.3052 0.7086 -1.9663 0.3529 1.4915 2.6968
O 3.2234 -1.4658 -1.5839 -0.081 0.566 -1.0054
O 6.7053 1.1714 0.0513 -1.1236 0.1053 0.3087
O -0.5702 -0.6498 0.0432 0.0114 2.5682 2.261
O 5.983 3.4136 -1.1611 0.8062 -0.7267 0.2932
O 1.7257 8.4268 0.4809 0.4787 -1.7059 0.7836
O 7.6005 -0.3794 -4.2103 -0.0638 -2.1472 -0.9698
O 6.6192 1.6961 -2.8813 0.4804 -0.9017 0.5692
O 15.7567 -0.1984 -3.4975 2.2509 2.4415 -0.2891
O 13.8722 2.4828 0.9105 -0.1924 0.3308 0.0599
O -1.8918 5.7506 -6.3559 1.5129 -0.8854 -0.778
O 9.6691 6.997 -0.8007 0.8648 -0.3953 0.4928
O 16.5858 12.4204 -5.3012 0.4058 -1.3684 0.1037
O 2.6637 3.0486 10.1443 -0.0555 -0.912 -1.9551
O 0.9913 5.5528 16.9323 1.4098 -2.1127 -0.6769
O 5.2321 8.3414 15.3891 2.515 -1.588 0.0015
O 10.95 1.6745 14.1041 0.0158 0.9148 -2.6222
O 0.0899 12.3857 11.4817 -0.2427 -0.1667 -1.8362
O 10.2731 7.8169 10.868 0.7998 -0.7962 2.0362
O 5.457 4.8051 10.5304 0.176 0.7696 -2.8594
O 3.237 8.3436 11.5385 -1.0957 1.8015 0.6966
O 3.0934 5.8548 12.5941 -0.1067 -0.7187 -1.2745
O 9.4172 8.0228 13.3021 0.3959 -0.4913 -0.3186
O 13.0561 5.3716 14.7617 0.1995 -1.071 2.3772
O 17.5579 6.354 15.9749 -0.8414 1.3919 1.9723
O 3.2743 11.1952 12.1878 1.5263 1.2202 0.0738
O 4.8225 12.1143 10.3399 -0.8875 0.5158 -0.5127
O 11.4684 6.2426 12.9664 -2.0307 0.6913 -1.4781
O 10.8282 4.2502 10.463 0.3406 -0.8344 0.5771
O 10.1368 3.196 16.1688 -1.2011 1.1835 0.8749
O 9.6253 3.386 12.7518 -0.4356 0.4092 -3.0159
O -1.1606 6.049 8.94 -1.5138 -0.3115 -0.9979
O 8.2346 7.8077 9.2962 -7.013 2.1151 -0.1594
O 8.7541 0.5972 10.2102 -1.7172 -1.041 -2.354
O 12.2062 3.549 13.0017 2.4611 3.4363 -0.9811
O 12.1584 9.8363 11.5113 0.2389 -0.3178 -0.4514
O 5.3691 7.2687 12.1573 1.4599 0.8898 -0.4282
O -7.9133 9.2896 14.0527 -2.5028 -0.3378 -3.7165
O 7.9501 3.8508 10.4839 2.1977 -1.5078 1.8644
O 16.342 10.006 12.1008 0.7029 -0.0007 -0.9721
O 14.4041 4.3201 16.9164 -0.4779 0.7273 0.2918
O 12.7015 2.9863 15.6064 -2.4914 0.0199 1.9448
O 4.3037 7.5755 17.6705 0.8122 -2.2952 0.8635
O 7.8745 8.7463 16.401 1.0823 -0.2423 3.6962

Results
free energy: -29586.693 eV
free energy less fixed offsets of O -463.61, Si -117.95 eV per atom: 12.247 eV
pressure: -2.88 GPa
stress xx, yy, zz, yz, xz, xy (GPa, positive in tension): 2.68, 2.02, 3.93, -0.32, -0.05, -1.29
